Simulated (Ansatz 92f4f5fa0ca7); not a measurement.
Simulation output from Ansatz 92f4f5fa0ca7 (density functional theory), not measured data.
Periodic cell of 252 atoms, Si144O100N8, from a study of silicon, its oxide and their interface. The atomic structure is a simulated model.
This geometry differs little from another in the collection (a relaxation step or a small displacement).

Settings
functional: r2SCAN
potential files: Ansatz PAW
basis: plane waves
wave-function cutoff: 800 eV
density cutoff ratio: 5
exchange-correlation grid ratio: 1
k mesh: 1 x 1 x 1, shifted by 0.5 0.5 0 of a step
self-consistency stop: 1e-10 eV per atom in the density residual
occupations: fixed
spin: none
net charge: 0

Cell vectors (angstrom)
a	10.887	0	0
b	0	10.887	0
c	0	0	35.1702

Atoms and the computed forces on them: element, x, y, z (angstrom), force x, y, z (eV/angstrom)
Si	0.7685	-0.5767	0.2494	0.0031	0.0232	-0.0728
Si	2.747	2.6448	0.4195	-0.0007	0.0026	-0.0368
Si	0.5682	4.8665	-0.0912	-0.0081	0.0131	-0.0881
Si	2.9146	7.9251	0.3917	0.0202	-0.0034	-0.0755
Si	4.8995	0.4352	0.0615	-0.0009	-0.0109	-0.0734
Si	7.5619	3.1679	-0.0571	-0.009	-0.008	-0.0745
Si	5.3579	5.5536	0.2176	-0.0035	-0.0089	-0.0569
Si	8.4313	8.1613	-0.3669	0.0177	-0.0049	-0.0866
Si	1.4611	1.1843	1.6628	0.0034	-0.0007	0.0133
Si	4.1181	4.1145	1.5869	-0.0048	-0.0025	0.0024
Si	1.4236	6.5251	1.444	-0.0013	-0.0166	0.0117
Si	4.1476	9.5646	1.4979	0.0026	0.0147	0.0103
Si	6.658	1.4539	1.3036	-0.0061	0.007	0.0077
Si	9.5232	4.0328	1.1129	0.0043	-0.0021	0.0051
Si	6.9724	6.9204	1.1931	-0.0012	0.0019	0.0087
Si	9.6975	9.4086	1.2087	0.0004	-0.0036	-0.0049
Si	-0.0833	2.6487	2.6641	0.0025	0.0038	-0.0005
Si	2.8296	-0.0843	2.9948	0.0006	0.0008	-0.004
Si	0.0413	8.0247	2.6913	0.0036	0.0011	-0.006
Si	2.7527	5.3822	2.9386	-0.0078	-0.0061	0.0081
Si	5.471	2.7126	2.8649	-0.0027	0.0023	-0.0013
Si	8.204	-0.0074	2.5054	-0.0044	-0.0019	-0.0048
Si	5.6169	8.2081	2.6909	0.0062	0.0024	0.0023
Si	8.2779	5.4704	2.5832	-0.0035	0.0016	-0.0029
Si	1.3125	3.9793	4.1122	-0.0025	-0.001	-0.0053
Si	4.1432	1.3559	4.2423	0.0011	-0.0005	0.0031
Si	1.36	9.4147	4.1275	-0.0026	0.0001	-0.0013
Si	4.1765	6.8473	4.087	-0.0001	0.0013	0.0029
Si	6.899	4.1259	4.0409	0.0035	0.001	-0.0051
Si	9.481	1.3149	4.0272	0.0003	-0.0017	0.0004
Si	6.9133	9.5717	4.0447	-0.0007	0.0006	-0.0025
Si	9.5531	6.7601	4.0842	-0.002	-0.0038	0.0034
Si	-0.0166	-0.037	5.4044	0.0007	0.0004	-0.0029
Si	2.6929	2.678	5.5074	0.0024	-0.0023	-0.0018
Si	0.0109	5.3982	5.4566	0.0007	0.0026	-0.0033
Si	2.7686	8.136	5.4816	-0.0019	0.0015	-0.0031
Si	5.5305	-0.0134	5.4903	-0.0019	0	-0.0013
Si	8.1868	2.7207	5.4235	0.0011	0.0001	-0.0046
Si	5.5028	5.45	5.4245	-0.0006	-0.0032	-0.0046
Si	8.206	8.1678	5.4233	0.0012	-0.001	-0.0028
Si	1.3281	1.3109	6.8266	-0.0019	-0.0019	-0.0034
Si	4.0867	4.0927	6.7751	-0.0012	0.0008	-0.0053
Si	1.3791	6.7715	6.8051	0.0001	-0.0017	-0.003
Si	4.1026	9.5363	6.8213	0.0029	-0.0004	-0.0052
Si	6.8323	1.3904	6.8224	-0.0004	-0.0008	-0.003
Si	9.5325	4.0675	6.8158	-0.0023	0.0037	-0.0027
Si	6.8221	6.8221	6.7944	0	-0.0009	-0.0029
Si	9.5361	9.5276	6.7999	0.0011	0.0007	-0.002
Si	-0.0216	2.6981	8.1756	0.001	-0.0018	-0.0035
Si	2.7074	-0.0202	8.1927	0	-0.0001	-0.0031
Si	-0.0023	8.1543	8.1447	-0.0022	-0.0013	-0.0033
Si	2.7288	5.4243	8.1565	0.001	0.0004	-0.0047
Si	5.4458	2.7555	8.1539	-0.0004	-0.0004	-0.0059
Si	8.1695	0.0043	8.1551	-0.0017	-0.0002	-0.0039
Si	5.4399	8.1591	8.1587	-0.0035	0.0013	-0.0062
Si	8.1856	5.4705	8.1597	0	-0.0013	-0.0069
Si	1.3167	4.1089	9.5012	0.001	-0.0012	-0.0056
Si	4.0829	1.3867	9.4991	0.0019	0.0007	-0.0045
Si	1.3222	9.4867	9.5385	-0.0012	-0.0042	-0.0005
Si	4.0665	6.8017	9.5059	-0.0015	-0.0026	-0.0037
Si	6.8062	4.1415	9.5105	0.0002	0.0001	-0.0003
Si	9.4731	1.3745	9.5346	0.0014	0	-0.0042
Si	6.8151	9.512	9.4975	0.0022	-0.0014	-0.003
Si	9.4961	6.8635	9.5524	-0.0003	0.0016	-0.0081
Si	-0.1148	-0.0513	10.8535	-0.0014	-0.0012	-0.0029
Si	2.7092	2.7794	10.8126	-0.0026	0.0006	0.0003
Si	-0.0468	5.4898	10.8819	0.0057	-0.0017	-0.0026
Si	2.6611	8.0825	10.8834	0.008	0.0004	-0.0062
Si	5.4636	-0.0149	10.809	-0.0032	-0.0035	0.0006
Si	8.1228	2.7729	10.8922	-0.0005	-0.0029	-0.002
Si	5.5071	5.5564	10.8719	-0.0041	-0.0048	-0.0016
Si	8.1193	8.2078	10.9752	-0.0017	0.0012	-0.006
Si	1.2712	1.3722	12.0208	0.0014	-0.0005	0.0004
Si	4.1166	4.1922	12.0969	0.0006	0.0088	-0.0005
Si	1.2906	6.7633	12.3381	-0.0108	-0.013	0.0032
Si	4.0907	9.4669	12.0827	0.0011	-0.0011	-0.0062
Si	6.7808	1.3524	12.2015	0.0028	0.0019	-0.0052
Si	9.4316	4.2094	12.2507	-0.0018	-0.0004	0.0095
Si	6.7557	6.9033	12.4196	0.0038	0.0071	0.0017
Si	9.4116	9.583	12.385	-0.0036	-0.0061	-0.0048
Si	-0.0106	2.7646	13.3743	-0.0039	-0.0065	0.03
Si	2.6362	-0.0576	13.2133	0.0002	0.0143	0.0063
Si	-0.1166	8.1764	13.7133	-0.004	-0.0041	0.012
Si	2.818	5.4028	13.6009	-0.0066	-0.0102	0.0101
Si	5.3083	2.7083	13.408	-0.0064	0.0018	0.0077
Si	8.0791	0.1372	13.8052	-0.0008	-0.0041	0.0093
Si	5.3304	8.3315	13.7441	0.0036	0.0005	0.0143
Si	8.076	5.4922	13.8159	0.0095	0.0009	0.0144
Si	1.7378	3.5843	14.7008	-0.0179	0.0579	0.0161
Si	3.8057	1.3189	14.611	0.0162	0.0141	-0.0317
Si	1.5045	9.5144	14.7407	-0.0053	-0.0166	-0.048
Si	3.6548	7.2049	14.9953	0.0084	0.0083	-0.0919
Si	6.8289	3.7222	14.8509	0.0265	-0.0048	-0.0708
Si	9.4023	1.8425	14.9369	-0.0068	-0.006	-0.0687
Si	6.1743	10.1818	15.0423	-0.0021	-0.0057	-0.0491
Si	9.4114	6.932	15.2283	-0.0101	-0.0057	-0.0424
Si	-3.0367	-1.9764	17.1696	-0.0156	0.0162	-0.0846
Si	-8.2195	7.3886	28.9911	-0.0074	0.0094	0.0415
Si	8.1828	-14.4796	19.5459	-0.0001	-0.0021	-0.0001
Si	-6.8485	-13.839	26.3438	-0.0181	-0.0015	0.049
Si	22.9101	1.9076	22.2912	0.0019	-0.0107	0.0809
Si	33.2588	0.9478	19.3082	-0.0049	-0.0096	-0.016
Si	16.2492	1.6107	19.6374	0.0025	0.0065	0.0142
Si	-0.0545	22.9371	24.9241	-0.0065	0.0007	0.0874
Si	5.9747	1.7771	28.1857	-0.0031	0.0018	0.053
Si	2.0102	2.8034	31.0158	-0.0023	-0.0035	-0.0168
Si	29.5771	4.4883	19.0149	-0.0036	-0.0066	-0.0199
Si	7.0879	11.3419	30.5823	-0.0067	-0.0153	-0.0157
Si	-7.41	-16.8075	25.2028	0.005	-0.008	0.0817
Si	6.3044	3.628	24.4837	0.0099	0.0246	0.0798
Si	6.2309	18.9353	21.7829	-0.0059	0.028	0.0842
Si	8.0514	23.2416	26.0226	-0.0024	0.0013	0.0903
Si	-3.5554	10.8051	20.8573	-0.0112	0.0008	0.0518
Si	9.9314	13.6922	17.8295	0.0025	-0.0123	-0.0574
Si	8.7834	-8.8782	32.415	0.0141	0.0085	-0.0704
Si	1.7581	19.5412	31.675	0.0348	-0.0048	-0.0382
Si	6.5236	11.8531	23.4714	-0.0041	-0.0215	0.0711
Si	-8.2918	-0.2472	26.0582	0.0086	0.0114	0.0589
Si	22.9574	12.134	16.4335	0.0043	-0.0101	-0.0801
Si	-2.3238	8.3745	26.4955	0.0029	-0.0091	0.0712
Si	-4.5851	-1.2983	33.0545	0.0004	-0.0083	-0.1006
Si	7.4255	5.505	26.5849	0.0074	0.0139	0.0546
Si	19.7025	6.5529	30.0529	0.0058	0.0035	0.0157
Si	-0.5064	-15.1888	32.6822	-0.019	-0.006	-0.0976
Si	13.4849	4.4195	22.2664	0.0118	-0.0204	0.0637
Si	21.6066	18.7035	28.0936	-0.0148	-0.0159	0.0544
Si	20.5716	-1.2408	19.2826	0.0023	0.0047	-0.0043
Si	14.7642	1.717	21.9699	0.0184	0.027	0.0569
Si	22.321	-10.3454	32.5142	0.0065	0.0183	-0.0637
Si	17.2399	4.7798	29.0153	-0.0019	0.0028	0.0404
Si	19.4374	-7.4841	28.1823	0.0035	0.0211	0.0473
Si	3.8184	5.1548	30.784	0.013	-0.001	-0.0093
Si	4.2436	18.2189	33.0145	-0.02	-0.0053	-0.0766
Si	14.9844	-19.6595	25.8688	-0.0048	0.0021	0.0508
Si	0.5135	16.1915	17.0966	0.0442	-0.0252	-0.183
Si	-2.0769	20.1695	29.3202	-0.0022	-0.0073	0.0286
Si	5.2359	25.5523	17.6255	-0.0143	0.006	-0.0704
Si	3.3326	16.9132	17.7938	0.0437	-0.0039	-0.0747
Si	6.3301	14.9895	21.3248	-0.0135	-0.0354	0.0567
Si	12.3662	3.2171	26.2616	0.0084	-0.0001	0.0674
Si	-4.3897	19.8482	24.6448	0.015	0.0028	0.08
Si	10.1554	4.1503	30.8453	-0.003	-0.0071	-0.0206
Si	13.6778	23.4575	28.2955	-0.007	0.0149	0.0601
Si	15.0125	-4.5687	20.6885	0.0009	-0.0081	0.0472
O	3.7795	1.5892	34.796	0.0032	0.001	0.0375
O	1.756	-1.8365	34.9765	-0.0172	0.0011	0.0247
O	11.4151	7.6898	32.0977	-0.0046	0.0004	0.0202
O	-4.0645	11.8449	27.0159	0.0136	0.01	-0.0488
O	-2.7957	13.1302	33.8532	-0.0264	0.0286	0.0945
O	0.5676	11.1989	34.0875	0.0132	-0.0263	0.0927
N	-6.161	-7.2625	25.2147	-0.0108	0.0136	-0.0289
O	7.1567	15.6638	25.1972	-0.0207	-0.0291	-0.0556
O	-4.2999	-0.6638	31.6099	-0.0116	-0.0078	0.0486
O	12.5462	3.6443	34.7991	0.0063	-0.008	0.0289
N	4.0969	6.7829	34.6306	-0.0095	0.0106	0.0563
O	5.3585	-0.2398	33.8206	-0.0245	0.0327	0.0786
O	9.2694	7.2719	33.6802	-0.0334	0.0322	0.0714
O	0.8187	-7.08	30.5804	0.0027	-0.0034	-0.0023
O	2.8919	19.9254	25.93	-0.0014	0.0096	-0.026
O	10.8961	12.2363	23.3018	0.0005	0.0063	-0.0469
O	5.8817	13.6187	20.6456	0.007	0.0267	-0.0124
O	1.5734	-9.6245	18.0312	0.008	-0.0038	0.0488
O	4.944	0.3588	15.371	-0.0011	-0.0069	0.0204
O	14.6599	4.4588	17.7385	0.0151	0.0063	0.0202
O	-8.7792	4.7059	26.1009	0.0198	0.0142	-0.0343
O	2.5424	22.9772	22.7171	-0.0068	0.0112	-0.0429
O	-1.8152	9.8096	17.773	0.0088	-0.0054	0.013
O	8.1229	2.8135	15.3074	-0.0039	0.0009	0.0108
O	3.9007	6.7045	19.1385	-0.0026	0.0114	0.0036
O	6.6632	-1.0903	16.5526	0.0318	-0.0209	0.0635
O	6.4733	-13.8506	23.3888	0.0076	-0.0144	-0.0342
O	12.102	14.4412	22.3639	-0.0001	-0.0086	-0.0281
O	6.4152	9.5707	21.3211	-0.0013	-0.0033	-0.0039
O	14.9283	-4.1711	16.5049	-0.0111	-0.0269	0.0985
O	11.9278	23.2478	20.7441	0.0102	-0.0016	-0.0109
O	14.5621	3.3154	21.7963	-0.0136	0.0114	0.001
N	15.246	2.1032	27.6224	-0.0021	-0.0001	-0.0495
O	-10.942	15.0356	18.0752	0.0069	0.0036	0.0036
O	7.3494	7.2004	20.9364	0.0029	-0.004	-0.0087
O	7.9971	-1.696	25.2416	-0.012	-0.0078	-0.0272
O	7.2739	-2.8002	18.4442	-0.0008	-0.0157	0.0247
O	6.2731	-6.2512	18.5151	0.0026	0.0126	0.025
O	23.1227	-3.55	28.0537	0.0071	0.0033	-0.0172
O	16.3513	19.4098	25.8218	0.0026	0.0024	-0.0281
O	9.4601	14.4805	29.4891	-0.0052	0.0018	-0.0145
O	18.3675	0.8737	22.1649	0.0131	-0.0004	-0.044
O	5.0664	15.5281	29.9238	-0.0024	0.0009	-0.0143
O	-5.0671	3.8707	16.1274	-0.0329	0.0082	0.0831
O	8.5701	27.6635	18.8649	0.0025	-0.0005	0.0074
O	2.4489	0.2217	27.6412	0.0004	-0.0177	-0.0372
O	-9.7656	21.8854	25.3917	-0.0119	0.0038	-0.0299
O	-3.3083	-9.1112	31.3643	0.0031	0.0085	0.0237
O	13.4428	-8.5225	25.4364	0.0136	0.0087	-0.0129
O	1.7103	6.1477	17.787	0.0036	-0.0394	-0.0076
O	5.0821	1.5074	23.0013	-0.0319	0.0129	-0.0608
O	2.7263	5.6642	21.2264	0.0059	0.0151	-0.0271
O	15.5795	18.5132	21.4647	0.0024	-0.0133	-0.0249
O	1.0847	-0.3101	15.932	0.0066	0.0386	0.0523
O	5.0807	13.1393	18.1809	0.0019	-0.0108	-0.0039
O	-1.9427	-8.6388	27.1503	-0.0055	0.0057	-0.0306
O	5.3135	-5.6207	20.919	-0.0014	-0.0011	-0.0314
O	-0.7132	-2.7072	26.6023	-0.0099	0.0032	-0.0394
O	2.5187	19.2409	15.3057	0.0064	-0.0023	0.0318
O	-3.2576	-1.575	33.9452	0.025	-0.0181	0.0527
O	7.8738	-3.9199	26.2402	-0.015	0.0239	-0.0261
O	8.8077	10.4201	20.3939	0.0154	-0.0052	-0.0129
O	8.4153	14.2311	18.047	0.0003	0.0078	0.0181
O	9.5983	18.9683	19.696	0.0032	-0.0041	0.0084
O	9.7712	6.6521	28.7302	0.0107	0.012	-0.0134
O	-2.4941	10.734	29.8309	-0.0017	0.0002	-0.0286
O	17.0747	-11.3515	24.0875	0.0014	0.0194	-0.0317
O	8.3687	-2.9229	15.9559	-0.0087	0.0098	0.0417
O	-5.2741	19.0474	32.8058	0.0063	0.0134	0.0331
N	9.7561	5.7895	31.2665	0.0129	0.0142	0.0454
N	13.3038	2.1083	15.473	-0.0314	-0.0072	0.0367
O	24.7619	5.0783	23.6775	-0.0049	0.0006	-0.0597
N	6.894	24.9714	28.5943	0.0083	-0.0083	-0.0218
O	14.8742	0.4942	25.5071	-0.0034	-0.0071	-0.0325
O	7.7915	15.1651	20.6295	0.0102	-0.0025	-0.0039
O	-13.3703	8.0986	30.3867	-0.0023	0.0055	-0.0117
O	1.6343	2.7486	27.8008	0.0018	0	-0.0443
O	25.6668	-14.0118	27.9797	0.0008	0.0042	-0.0376
O	19.5391	15.6507	27.3205	-0.008	-0.0109	-0.026
O	22.9145	15.4004	15.8672	-0.0406	0.0731	0.1201
O	2.3603	-2.4359	30.1771	-0.0145	0.0014	0.0069
O	21.8977	13.5699	25.5707	-0.0079	-0.0143	-0.0373
O	14.0513	3.8434	31.4628	-0.003	-0.0026	0.0016
O	12.0788	10.1625	31.7531	-0.0062	0.0132	0.0173
O	10.2547	-4.6243	16.4664	0.0623	-0.0386	0.0643
O	20.7348	-10.0977	32.2179	0.0013	-0.0099	0.0204
O	14.8302	6.4525	25.6651	-0.0076	-0.0249	-0.0328
O	21.0007	12.648	19.0382	-0.0002	-0.0023	0.007
O	22.0646	10.2412	19.3357	0.0029	0.0072	-0.004
O	6.434	4.3577	34.6832	0.0085	-0.0103	0.0538
O	10.4152	20.0192	29.0333	0.0029	0.0068	-0.0023
N	7.0894	12.9707	24.6776	0	0.0017	-0.0247
O	-8.2389	1.7991	29.8958	0.0035	0.0089	-0.0206
O	3.0003	-2.56	32.6735	0.0017	-0.0118	0.0182
O	9.3142	-10.2182	25.3198	0.0018	0.0016	-0.0271
O	6.133	-16.2348	27.5861	0.0035	0.0096	-0.0327
O	4.0902	33.6946	20.4931	-0.0062	-0.0122	-0.0268
O	-6.5733	16.9983	31.9681	-0.0102	0.0092	0.0208
O	1.4468	12.7306	32.1789	-0.0092	-0.0171	0.029
N	21.3083	1.9372	16.3813	0.0209	0.0111	0.0654
O	-4.5069	25.7887	22.9183	0.007	-0.0083	-0.0095
O	9.6074	3.3462	32.1211	-0.0127	-0.0068	0.02
O	5.9282	-10.0581	29.5171	0.0071	0.0091	-0.0209
O	29.2663	16.5355	29.803	-0.0211	-0.0144	-0.0081
O	-4.3258	0.5383	19.5686	-0.0069	0.0032	-0.01
O	11.1841	16.3858	33.5838	0.0231	-0.0409	0.1076
O	8.0612	9.0221	27.8988	-0.0067	-0.0109	-0.0421
O	13.7637	5.96	29.7363	0.0054	-0.0034	-0.0037

Results
free energy: -152230.340 eV
free energy less fixed offsets of N -386.36, O -570.45, Si -639.56 eV per atom: 2.180 eV

The program warned: the cutoff lies below the one the program advises for these potential files; the forces do not sum to zero within the program's tolerance; empty levels may hold ghost states of the PAW files; the exchange-correlation potential is rough where the density is thin.
